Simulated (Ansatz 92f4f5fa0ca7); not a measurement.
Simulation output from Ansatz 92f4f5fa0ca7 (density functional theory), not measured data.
Periodic cell of 192 atoms, Si128O64, from a study of silicon, its oxide and their interface. The atomic structure is a simulated model.
This geometry differs little from another in the collection (a relaxation step or a small displacement).

Settings: functional r2SCAN; potential files Ansatz PAW; basis plane waves; wave-function cutoff 800 eV; density cutoff ratio 5; exchange-correlation grid ratio 1; k mesh 1 x 1 x 1, shifted by 0.5 0.5 0 of a step; self-consistency stop 1e-10 eV per atom in the density residual; occupations fixed; spin none; net charge 0.

Cell vectors (angstrom)
a, 10.888, 0, 0
b, 0, 10.888, 0
c, 0, 0, 28.1904

Atoms: element, x, y, z (angstrom)
Si, 0.0653, -0.0613, 0.235
Si, 2.976, 2.6037, 0.0375
Si, -0.2454, 5.7843, -0.0677
Si, 2.4309, 8.8012, -0.1469
Si, 5.1821, 0.3942, 0.0795
Si, 7.8659, 3.288, 0.2709
Si, 5.599, 5.3687, 0.2308
Si, 8.5034, 8.0818, 0.0356
Si, 1.3495, 1.5132, 1.383
Si, 4.0749, 4.1231, 1.4569
Si, 1.4101, 6.9694, 1.1312
Si, 4.0114, 9.7171, 1.3593
Si, 6.7831, 1.5134, 1.3796
Si, 9.507, 4.3668, 1.491
Si, 6.8514, 6.97, 1.3678
Si, 9.5354, 9.5538, 1.5315
Si, -0.0352, 2.8649, 2.7174
Si, 2.6773, 0.1292, 2.7871
Si, 0.0814, 8.1878, 2.7515
Si, 2.6688, 5.5681, 2.6305
Si, 5.4378, 2.7904, 2.8316
Si, 8.114, 0.0876, 2.7303
Si, 5.4051, 8.2977, 2.662
Si, 8.151, 5.6532, 2.8575
Si, 1.345, 4.1972, 4.0643
Si, 4.07, 1.4245, 4.1569
Si, 1.3781, 9.5788, 4.113
Si, 4.0758, 6.8722, 4.0139
Si, 6.8177, 4.1714, 4.1311
Si, 9.5192, 1.4328, 4.0614
Si, 6.7579, 9.6095, 4.0843
Si, 9.5737, 6.9139, 4.1736
Si, -0.0251, 0.0366, 5.4301
Si, 2.6899, 2.7998, 5.4493
Si, -0.0088, 5.4783, 5.4899
Si, 2.742, 8.1941, 5.4384
Si, 5.417, 0.0312, 5.4887
Si, 8.1674, 2.7623, 5.4559
Si, 5.4098, 5.5037, 5.4337
Si, 8.1492, 8.2535, 5.4588
Si, 1.3527, 1.3716, 6.7882
Si, 4.0817, 4.114, 6.8103
Si, 1.3882, 6.8203, 6.8067
Si, 4.0883, 9.5168, 6.8315
Si, 6.813, 1.3763, 6.8101
Si, 9.5378, 4.0784, 6.8325
Si, 6.8057, 6.8251, 6.7913
Si, 9.5218, 9.5694, 6.8226
Si, -0.0069, 2.6797, 8.1747
Si, 2.7005, -0.0196, 8.1584
Si, 0.005, 8.1589, 8.1473
Si, 2.711, 5.432, 8.1766
Si, 5.4359, 2.7108, 8.1573
Si, 8.1556, 0.0048, 8.1812
Si, 5.4446, 8.1384, 8.177
Si, 8.1453, 5.4268, 8.1585
Si, 1.3791, 4.0099, 9.5125
Si, 4.087, 1.3143, 9.5068
Si, 1.3598, 9.4865, 9.5356
Si, 4.0905, 6.7545, 9.531
Si, 6.8128, 4.028, 9.531
Si, 9.5319, 1.315, 9.5488
Si, 6.8193, 9.4847, 9.5151
Si, 9.5567, 6.7535, 9.4895
Si, -0.0154, -0.0733, 10.9092
Si, 2.7279, 2.6393, 10.8891
Si, -0.0164, 5.3221, 10.8474
Si, 2.7179, 8.0919, 10.888
Si, 5.4357, -0.0712, 10.8624
Si, 8.1725, 2.6511, 10.9123
Si, 5.4159, 5.3436, 10.879
Si, 8.2034, 8.1074, 10.8375
Si, 1.3637, 1.2728, 12.2498
Si, 4.0908, 3.9518, 12.2863
Si, 1.3721, 6.6303, 12.1779
Si, 4.1021, 9.4419, 12.2393
Si, 6.8079, 1.2475, 12.2333
Si, 9.5622, 3.9668, 12.2897
Si, 6.8602, 6.6882, 12.1222
Si, 9.5322, 9.4204, 12.2728
Si, 0.0447, 2.592, 13.6884
Si, 2.6982, -0.1133, 13.5959
Si, -0.0067, 7.9229, 13.5193
Si, 2.6832, 5.2898, 13.6209
Si, 5.4651, 2.5561, 13.6341
Si, 8.1324, -0.1133, 13.6306
Si, 5.5402, 8.0192, 13.4669
Si, 8.1237, 5.3264, 13.553
Si, 1.3958, 3.9328, 15.1376
Si, 4.079, 1.2012, 15.0033
Si, 1.3877, 9.2367, 14.8246
Si, 4.2241, 6.6252, 14.7707
Si, 6.8465, 3.9414, 14.9652
Si, 9.518, 1.2167, 15.0156
Si, 6.8118, 9.3092, 14.9536
Si, 9.4871, 6.6148, 14.9294
Si, -0.2539, -0.5681, 16.0564
Si, 3.0768, 2.7993, 16.431
Si, -0.2841, 5.1018, 16.3283
Si, 3.0951, 8.1262, 16.0816
Si, 5.2008, -0.4709, 16.2231
Si, 8.3961, 2.8375, 16.3561
Si, 5.2653, 5.1026, 16.2538
Si, 8.3642, 8.1444, 16.3289
Si, 6.9103, -9.8759, 18.4835
Si, 7.0118, -8.1295, 22.4413
Si, 34.3505, 30.5485, 22.4784
Si, -25.9572, -1.4091, 26.1268
Si, -1.4571, 6.3309, 22.86
Si, -0.1643, 2.6174, 20.8115
Si, -9.9503, 20.8864, 18.704
Si, 3.2101, 41.2245, 24.9285
Si, -30.275, 49.7151, 21.1045
Si, 8.1233, 0.4014, 24.11
Si, -23.0374, 45.3915, 26.3587
Si, -16.7719, 12.3268, 20.9847
Si, 5.4773, 6.943, 21.3476
Si, 9.7859, 20.3297, 22.5359
Si, -14.8179, 17.2974, 18.607
Si, -31.5743, 25.5685, 26.0122
Si, -4.0453, 27.1135, 23.7193
Si, -9.9297, 15.2275, 23.0213
Si, -28.1752, 20.4983, 22.4969
Si, 19.531, 37.2901, 20.4408
Si, 2.4049, 12.3901, 19.334
Si, -1.6545, 21.7701, 20.1964
Si, -16.6731, 28.4929, 25.755
Si, 23.2158, 17.751, 18.2841
O, -15.7369, 1.4812, -8.4448
O, -12.9956, 24.6704, -0.9926
O, 0.6711, -10.9955, -10.8769
O, 12.4727, 14.994, -3.692
O, 10.0467, 11.431, -0.9769
O, -3.8305, 10.2345, -3.4551
O, 1.1509, 42.4473, -0.3919
O, 8.7726, 9.8241, -6.8582
O, 3.7905, 7.0392, -3.3298
O, -29.6081, -2.074, -1.6732
O, -1.3836, 31.058, -11.5158
O, -10.54, 15.9191, -1.4122
O, -9.8239, 41.0575, -9.5388
O, 11.1289, 6.0155, -10.5955
O, -1.2368, 23.1818, -7.3185
O, 23.8731, 26.6141, -6.2109
O, -3.0862, 7.5169, 17.7509
O, -3.8091, 3.7456, 23.699
O, -20.2698, 7.3419, 21.7686
O, -11.7301, 3.9045, 20.0867
O, -5.0513, 16.6938, 17.6117
O, 9.5361, -3.9643, 27.6573
O, -9.8245, 13.0759, 19.8809
O, 0.2872, 35.6826, 22.33
O, 0.4432, 20.6175, 22.1534
O, 7.5564, 12.1746, 22.871
O, 5.9376, 0.1375, 17.5459
O, 8.1104, -21.6672, 19.0601
O, 2.3654, 25.1112, 26.8996
O, 27.7203, 27.3749, 25.0033
O, -17.7079, 9.3098, 16.709
O, 15.9596, 21.8432, 21.8444
O, 2.7262, -8.751, 17.8819
O, -4.6327, -14.7283, 19.9256
O, -15.6088, 5.8657, 22.3395
O, -4.9836, 8.1087, 25.8748
O, -18.7574, 20.3088, 21.8524
O, -15.9381, 32.3068, 26.9852
O, 8.2631, 38.722, 23.9338
O, -8.2229, 7.0511, 17.2487
O, 9.4215, 21.3014, 23.749
O, 4.1693, -17.7911, 16.7483
O, 15.6505, 17, 27.2134
O, 4.2284, 20.4677, 24.1231
O, -9.0644, 19.4941, 24.0954
O, -23.7273, 5.914, 21.3783
O, 14.4394, 12.6762, 20.4192
O, 16.3563, 30.1649, 22.0783
O, -13.1616, 23.2278, 25.1964
O, -11.0534, 38.1365, 23.2488
O, -23.1373, -17.8289, 16.8396
O, -30.4248, -0.1177, 19.2731
O, -2.9765, 59.6341, 19.118
O, 18.679, 36.1532, 21.2209
O, -3.3088, 13.1354, 17.6615
O, -1.186, 51.453, 22.9335
O, 10.5335, 10.2403, 19.5719
O, -6.9278, 17.3639, 21.0872
O, -10.8141, 13.4419, 25.836
O, 6.7029, 4.2838, 27.861
O, 12.7807, 6.0148, 19.5747
O, -5.4205, 13.4916, 21.9937
O, -28.5912, 12.3722, 27.7214
O, -24.6463, 19.8938, 26.9613

Results
free energy: -118376.284 eV
free energy less fixed offsets of O -570.45, Si -639.56 eV per atom: -3.804 eV

Forces (eV/angstrom), in the order of the atoms: element, x, y, z
Si, 0.0012, 0.0012, 0.008
Si, -0.0005, -0.0009, 0.0068
Si, -0.0048, -0.0003, 0.0087
Si, -0.0005, 0.0052, 0.0121
Si, -0.0014, 0.0014, 0.0129
Si, 0, -0.0004, 0.0063
Si, 0.0009, 0.0005, 0.0025
Si, 0.0001, -0.0019, 0.0088
Si, 0, 0.0014, -0.0023
Si, -0.0018, -0.0014, -0.0043
Si, 0.0024, -0.0028, 0.0024
Si, 0.0004, -0.0009, -0.0042
Si, 0.0007, 0.0002, -0.0026
Si, 0.0029, -0.0008, -0.0048
Si, -0.0002, 0.0027, -0.0032
Si, -0.0022, 0.0003, -0.0054
Si, 0.0015, 0.0006, -0.0001
Si, 0.0004, -0.0004, -0.001
Si, 0.0001, -0.0011, -0.0014
Si, -0.0002, 0.0006, 0.0012
Si, -0.0001, -0.0015, 0.0015
Si, -0.001, -0.0002, 0.0026
Si, 0.0023, -0.001, -0.0003
Si, -0.0008, 0.0026, -0.0012
Si, -0.0003, 0.0007, 0.0022
Si, 0.0006, 0.0008, 0.0012
Si, -0.0003, -0.0007, 0.0007
Si, -0.0008, 0, 0.0012
Si, -0.0009, -0.001, 0.0017
Si, -0.0003, 0.0001, 0.001
Si, -0.0003, 0.0017, 0.0009
Si, 0.003, -0.0004, 0.001
Si, -0.001, 0, 0.0005
Si, 0.0006, 0.0011, 0.0013
Si, 0.0009, -0.0002, -0.0003
Si, 0.0002, -0.0002, 0.0015
Si, 0.0013, -0.0008, -0.0001
Si, 0.0009, -0.0003, 0.0023
Si, -0.0008, -0.0001, 0.0014
Si, -0.0016, 0.0006, 0.0007
Si, -0.0002, 0.0005, 0.0003
Si, -0.0004, 0.0002, 0.0004
Si, 0.0008, -0.0001, -0.0001
Si, -0.0004, 0.0001, -0.0001
Si, 0.0002, 0.0001, -0.0004
Si, -0.0006, -0.0003, 0.0001
Si, -0.0004, 0.0001, 0
Si, 0.0009, 0.0004, 0.0004
Si, 0.0007, 0.0005, 0.0013
Si, -0.0001, 0.0005, 0.0013
Si, -0.0005, 0.0004, 0.0011
Si, -0.0002, -0.0001, 0.0011
Si, -0.0004, -0.0003, 0.0013
Si, -0.0011, -0.0002, 0.0011
Si, -0.0001, -0.0002, 0.0015
Si, 0.0008, 0.0004, 0.0015
Si, -0.0002, -0.0004, 0.0011
Si, -0.0001, 0.0008, 0.001
Si, -0.0001, 0.0005, 0.0014
Si, -0.0002, 0.001, 0.0015
Si, -0.0003, 0.0005, 0.001
Si, 0.0002, 0.0004, 0.0009
Si, -0.0004, 0.0003, 0.0013
Si, -0.0001, -0.0009, 0.0015
Si, 0.0004, -0.0007, 0.0012
Si, 0.0006, -0.0003, 0.0015
Si, 0.0005, 0.0011, 0.0014
Si, -0.0003, -0.0007, 0.0018
Si, 0, -0.0003, 0.0012
Si, -0.0009, -0.0001, 0.0016
Si, 0.001, -0.0006, 0.0017
Si, 0.0016, 0.0007, 0.0017
Si, 0.0003, 0.0002, -0.0013
Si, -0.0005, -0.0003, 0
Si, 0.0002, -0.0004, -0.0001
Si, -0.0008, 0.0012, 0.0002
Si, 0.0002, -0.0003, 0
Si, 0.0008, 0.0003, 0
Si, 0.0011, -0.0006, -0.001
Si, 0.0002, -0.0006, 0.0002
Si, 0.0011, 0.0006, 0.0007
Si, 0.0009, -0.0018, 0.0011
Si, 0.0011, 0.002, 0.0014
Si, -0.0001, -0.0007, 0.0016
Si, 0.0007, -0.0002, 0.0019
Si, 0.0001, 0, 0.0021
Si, 0.0008, 0.0007, 0.0015
Si, -0.0004, 0.0004, 0.0017
Si, 0.0001, -0.0003, 0
Si, 0.001, 0.0001, -0.0011
Si, -0.0013, -0.002, -0.0001
Si, 0.0041, -0.0019, 0.0003
Si, -0.0005, 0.0006, -0.001
Si, -0.0028, 0.0019, -0.0018
Si, 0.0007, 0.0006, -0.0017
Si, -0.0006, 0.0005, -0.0017
Si, -0.0016, -0.0061, -0.0011
Si, -0.0026, -0.0018, 0.0117
Si, 0.0031, 0.0025, 0.0104
Si, 0.0027, -0.0013, 0.0087
Si, 0.0017, -0.0011, 0.0164
Si, -0.0003, -0.0016, 0.0102
Si, 0.0019, 0.0051, 0.0119
Si, -0.0029, -0.0037, 0.0148
Si, 0.0068, -0.0034, 0.0024
Si, -0.0068, 0.002, -0.011
Si, -0.0005, 0.0028, -0.0075
Si, -0.0007, -0.0047, 0.0097
Si, 0.0005, -0.0015, -0.0079
Si, -0.0026, -0.0002, -0.0089
Si, 0.0448, -0.0124, -0.0172
Si, -0.0028, -0.0015, 0.0028
Si, 0.004, -0.0017, -0.0114
Si, -0.0004, 0.0045, 0.0031
Si, -0.0079, -0.0014, -0.0007
Si, -0.0047, 0.0059, -0.0055
Si, -0.0016, -0.002, -0.0096
Si, -0.0044, -0.0018, -0.0097
Si, -0.0024, 0.0009, 0.0054
Si, 0.0012, 0.0005, 0.0068
Si, 0.0007, -0.0017, -0.0108
Si, -0.0022, 0.0001, -0.0054
Si, 0.0031, 0.0039, -0.011
Si, 0.0029, 0.0001, -0.01
Si, 0.0035, -0.0136, -0.0038
Si, -0.0208, 0.0211, 0.0057
Si, 0.0025, 0.001, 0.004
Si, -0.0044, 0.0068, 0
O, 0.003, -0.0029, -0.0008
O, 0.0061, -0.0077, -0.0111
O, -0.005, 0.0255, -0.0275
O, -0.0008, -0.0003, -0.003
O, -0.0007, 0.0065, -0.0121
O, 0.0017, 0.0026, -0.0013
O, 0.003, -0.0037, -0.0004
O, -0.0046, -0.0099, 0.0252
O, 0.0013, -0.0013, -0.0008
O, 0.0041, -0.0041, -0.0178
O, -0.0013, -0.0002, -0.0039
O, 0.0025, -0.0033, -0.0083
O, 0.0035, -0.0106, -0.0056
O, -0.0024, -0.0051, -0.0113
O, 0.0014, 0.0038, 0.0034
O, -0.0023, -0.001, 0.0029
O, 0.0031, 0.0046, -0.0107
O, -0.0013, 0.0029, 0.0067
O, 0.0006, 0.0048, 0.0041
O, 0.0008, 0.0007, 0.0026
O, -0.0026, -0.0053, -0.0112
O, 0.0006, 0.0013, -0.0038
O, -0.0067, 0.0053, 0.0039
O, 0.001, 0.0039, 0.0093
O, 0.0005, 0.0021, 0.0087
O, 0.0041, -0.004, 0.0052
O, -0.0042, -0.007, -0.0166
O, -0.0064, 0.0037, -0.0142
O, -0.0078, 0.0053, -0.0098
O, -0.0058, 0.0037, 0.0103
O, 0.0006, 0.0001, -0.0034
O, -0.0011, -0.0117, 0.0112
O, 0.0018, 0.0061, -0.0148
O, 0, -0.0002, -0.0003
O, 0.0009, -0.0014, 0.008
O, 0.0026, 0.0034, -0.0033
O, -0.001, -0.0014, 0.0076
O, 0.0013, -0.0063, -0.0104
O, -0.0019, 0.0015, 0.0017
O, 0.011, 0.0029, -0.0148
O, -0.0048, 0.0042, 0.0059
O, 0.0011, -0.0001, -0.0037
O, -0.0014, 0.0031, -0.0063
O, 0.0006, -0.0011, 0.0059
O, 0.0022, -0.0018, 0.0087
O, -0.0012, -0.0001, 0.0057
O, 0.0051, 0.0009, -0.0023
O, -0.0006, 0.0027, 0.0057
O, 0.003, -0.0072, 0.0059
O, 0.0034, -0.0035, 0.0026
O, -0.0005, -0.0014, -0.0004
O, 0.0068, 0.0003, 0.0007
O, 0.0003, -0.0003, 0.0002
O, 0.0016, -0.0017, 0.0046
O, 0.006, 0.0046, -0.0099
O, -0.0015, 0.0006, 0.0013
O, -0.0118, -0.015, 0.0299
O, -0.0074, -0.0002, 0.0001
O, 0.0014, -0.0006, -0.0074
O, 0.0023, -0.0005, -0.0028
O, 0.0016, -0.0032, 0.0108
O, 0.0065, 0.0018, 0.0079
O, 0.0005, 0.0008, -0.0064
O, -0.0073, 0.0053, -0.0135

The program warned: the cutoff lies below the one the program advises for these potential files; the forces do not sum to zero within the program's tolerance; empty levels may hold ghost states of the PAW files; the exchange-correlation potential is rough where the density is thin.
